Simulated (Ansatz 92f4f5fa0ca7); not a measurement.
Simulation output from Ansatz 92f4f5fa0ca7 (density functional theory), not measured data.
Periodic cell of 360 atoms, Si240O120, from a study of silicon, its oxide and their interface. The atomic structure is a simulated model.
Doubt: the cutoff is far below the 930 eV that the study's wrapper takes by default for these files, so forces and energies are approximate.
This geometry differs little from another in the collection (a relaxation step or a small displacement).

Settings
functional: PBE
potential files: Ansatz PAW
basis: plane waves
wave-function cutoff: 580 eV
density cutoff ratio: 5
exchange-correlation grid ratio: 1
k mesh: 1 x 1 x 1, Gamma-centred
self-consistency stop: 5e-08 eV per atom in the density residual
occupations: fixed
spin: none
net charge: 0

Cell vectors (angstrom)
a	11.6015	0	0
b	0	13.3963	0
c	0	0	41.2965

Atoms and the computed forces on them: element, x, y, z (angstrom), force x, y, z (eV/angstrom)
Si	0	2.2327	1.1851	-0.0023	0.0107	0.0174
Si	3.8672	2.2327	1.1851	0.0045	0.0157	-0.0119
Si	7.7343	2.2327	1.1851	-0.0165	0.0025	0.0243
Si	1.9336	5.5818	1.1851	0.0174	-0.0057	-0.0032
Si	5.8008	5.5818	1.1851	-0.0057	-0.0362	0.0039
Si	9.6679	5.5818	1.1851	0.0013	-0.0054	-0.0073
Si	0	8.9308	1.1851	0.0034	0.0004	0.0009
Si	3.8672	8.9308	1.1851	-0.0023	-0.0041	0.0005
Si	7.7343	8.9308	1.1851	-0.002	0.0006	-0.0093
Si	1.9336	12.2799	1.1851	0.0217	-0.0018	0.0073
Si	5.8008	12.2799	1.1851	-0.01	0.0124	-0.0047
Si	9.6679	12.2799	1.1851	-0.0126	0.0098	0.0298
Si	1.9336	1.1164	1.9745	0.016	-0.0307	-0.0075
Si	5.8008	1.1164	1.9745	-0.0056	-0.0255	0.0054
Si	9.6679	1.1164	1.9745	0.0137	0.0107	-0.0128
Si	0	4.4654	1.9745	-0.0408	0.0265	-0.0013
Si	3.8672	4.4654	1.9745	-0.0145	-0.0081	0.0054
Si	7.7343	4.4654	1.9745	-0.0038	0.0491	-0.0027
Si	1.9336	7.8145	1.9745	-0.0048	0.0207	0.0061
Si	5.8008	7.8145	1.9745	0.0334	0.0234	-0.0096
Si	9.6679	7.8145	1.9745	-0.0192	0.0139	0.0015
Si	0	11.1635	1.9745	0.006	-0.0257	-0.0084
Si	3.8672	11.1635	1.9745	0.0175	-0.0169	0.0127
Si	7.7343	11.1635	1.9745	0.0084	-0.0312	0.0003
Si	1.9336	1.1164	4.3426	0.0325	-0.0381	-0.0395
Si	5.8008	1.1164	4.3426	-0.0101	-0.0529	-0.1462
Si	9.6679	1.1164	4.3426	0.0202	0.04	0.1213
Si	0	4.4654	4.3426	-0.0995	0.0956	-0.0644
Si	3.8672	4.4654	4.3426	-0.0195	0.0063	-0.2478
Si	7.7343	4.4654	4.3426	-0.025	0.1545	0.0387
Si	1.9336	7.8145	4.3426	0.0134	0.0695	-0.119
Si	5.8008	7.8145	4.3426	0.0965	0.0556	-0.0018
Si	9.6679	7.8145	4.3426	-0.0687	0.0925	0.1128
Si	0	11.1635	4.3426	0.0015	-0.0108	0.1955
Si	3.8672	11.1635	4.3426	0.0646	-0.026	0.059
Si	7.7343	11.1635	4.3426	0.0357	-0.0481	0.114
Si	0	0	36.956	0.3464	-0.102	0.2744
Si	3.8672	0	36.956	0.0931	0.0156	0.0042
Si	7.7343	0	36.956	-0.3385	-0.0589	0.0046
Si	1.9336	3.3491	36.956	0.0773	0.0096	-0.0693
Si	5.8008	3.3491	36.956	-0.1164	-0.2345	-0.4858
Si	9.6679	3.3491	36.956	-0.0836	0.2014	0.043
Si	0	6.6981	36.956	-0.014	0.0868	0.2538
Si	3.8672	6.6981	36.956	0.0145	-0.0544	-0.1248
Si	7.7343	6.6981	36.956	-0.0468	0.0264	0.034
Si	1.9336	10.0472	36.956	-0.01	-0.0726	0.0392
Si	5.8008	10.0472	36.956	0.0253	0.0198	-0.0276
Si	9.6679	10.0472	36.956	0.0157	-0.0638	0.0465
Si	0	0	39.3241	0.1273	-0.0286	0.005
Si	3.8672	0	39.3241	0.0433	0.0126	0.0047
Si	7.7343	0	39.3241	-0.1268	-0.0069	0.0188
Si	1.9336	3.3491	39.3241	0.0195	0.0093	0.0061
Si	5.8008	3.3491	39.3241	-0.0474	-0.1003	0.0246
Si	9.6679	3.3491	39.3241	-0.0232	0.0744	0.0196
Si	0	6.6981	39.3241	0.0025	0.0281	-0.0125
Si	3.8672	6.6981	39.3241	0.0078	-0.025	-0.001
Si	7.7343	6.6981	39.3241	-0.0105	0.013	-0.0083
Si	1.9336	10.0472	39.3241	-0.003	-0.0256	0.0033
Si	5.8008	10.0472	39.3241	0.0109	0.0102	-0.0015
Si	9.6679	10.0472	39.3241	0.0002	-0.0219	-0.0046
Si	0	2.2327	40.1135	0.0052	-0.018	-0.0218
Si	3.8672	2.2327	40.1135	-0.0065	-0.0167	0.0091
Si	7.7343	2.2327	40.1135	0.0188	-0.0083	-0.0227
Si	1.9336	5.5818	40.1135	-0.0206	0.0084	-0.0011
Si	5.8008	5.5818	40.1135	0.0085	0.0504	-0.0417
Si	9.6679	5.5818	40.1135	0.0035	0.0057	0.0139
Si	0	8.9308	40.1135	-0.0037	-0.0087	0.0249
Si	3.8672	8.9308	40.1135	0.0042	0.0131	-0.0122
Si	7.7343	8.9308	40.1135	-0.0024	0.0006	0.0094
Si	1.9336	12.2799	40.1135	-0.0154	0.0104	0.0201
Si	5.8008	12.2799	40.1135	0.0042	0.0004	0.0252
Si	9.6679	12.2799	40.1135	0.0092	-0.0065	-0.052
Si	1.9345	-1.13	30.6221	-0.008	0.0411	-0.0307
Si	3.9871	0.5963	29.1888	-0.0132	-0.0088	0.0283
Si	8.6218	-0.0333	29.2194	0.0063	-0.0203	0.0311
Si	1.9131	3.6922	29.4671	-0.0036	0.0046	0.0101
Si	5.5942	3.8254	29.777	0.0038	0.0048	0.0043
Si	9.5413	3.5074	29.6337	0.0105	0.019	0.003
Si	-0.2481	6.8108	29.8249	0.003	0.0001	0.013
Si	3.6892	7.094	29.7068	0.0014	-0.004	0.0162
Si	7.5775	6.9076	29.8439	0.0027	0.0029	0.0173
Si	1.8032	10.0735	29.7992	0.0015	0.0078	0.0155
Si	5.7801	10.6619	30.7238	-0.0077	-0.0009	0.0039
Si	9.7356	10.1993	29.8811	0.0016	0.0031	0.0144
Si	0.0101	2.4119	29.9348	-0.0139	-0.0029	0.0189
Si	3.7597	2.5486	30.4258	0.001	-0.0071	-0.0135
Si	8.0328	2.3213	30.9386	0.0037	-0.0097	-0.0084
Si	1.8086	5.8213	30.4973	-0.0019	0.0006	-0.0087
Si	5.5641	5.9888	30.5785	-0.0001	0.0023	-0.0066
Si	9.4885	5.68	30.6458	0.0028	-0.0042	-0.017
Si	-0.0598	8.9601	30.6868	-0.0016	-0.0061	-0.0092
Si	3.8276	9.2465	30.6799	-0.0053	-0.0023	-0.0112
Si	7.7019	9.1906	30.6568	0.0067	-0.0075	-0.0083
Si	0.2577	13.4705	29.6	0.0592	-0.0416	0.0481
Si	6.103	11.9038	28.7988	0.0068	0.0172	0.0006
Si	10.0568	12.3653	30.7185	-0.0193	0.0157	-0.0247
Si	0.0324	2.2509	33.2177	0.0129	0.0133	0.0027
Si	3.8934	2.2547	32.8272	-0.0019	-0.0062	0.0117
Si	7.8305	2.1215	33.2201	-0.0007	-0.001	0.0058
Si	1.8795	5.5846	32.9077	-0.0006	-0.0007	0.0044
Si	5.736	5.6263	32.945	-0.0036	0.0037	-0.0003
Si	9.6126	5.5297	33.0095	0.0005	0.0026	0.0073
Si	-0.0097	8.9106	33.043	0.0002	0.0006	-0.0002
Si	3.8059	8.9025	33.023	0.0031	-0.0011	0.0035
Si	7.7903	8.9013	33.0108	-0.0018	-0.0006	0.0031
Si	1.9159	12.2631	33.0048	0.0081	-0.0034	-0.0023
Si	5.7975	12.003	32.8361	-0.0007	-0.0009	0.0017
Si	9.6968	12.2976	33.0546	-0.0084	0.0006	0.0039
Si	2.0105	1.1143	33.7796	-0.0017	-0.0014	-0.0032
Si	5.7943	0.9672	33.5932	-0.0012	0.0032	-0.0024
Si	9.7489	1.0652	33.9799	-0.0078	-0.0061	-0.0091
Si	-0.0181	4.503	33.8389	-0.0012	-0.0066	-0.0073
Si	3.8302	4.4666	33.7271	0.0005	-0.0012	0.0021
Si	7.6631	4.4375	33.7883	0.0061	-0.0018	0.0066
Si	1.909	7.7699	33.8036	0.0015	0.0019	-0.0016
Si	5.7987	7.8369	33.7819	-0.0011	0.0026	0.0014
Si	9.674	7.7589	33.8148	-0.0013	-0.0022	-0.0009
Si	-0.0005	11.1442	33.8293	0.0027	0.0017	0.0054
Si	3.8383	11.1188	33.8161	-0.0025	0.0045	0.0049
Si	7.7624	11.1238	33.8043	0.0003	0.0045	-0.0013
Si	1.9485	1.1166	36.159	-0.0029	0.003	-0.0026
Si	5.7875	1.0849	36.0584	0.0006	0.0022	0
Si	9.677	1.1037	36.2796	0.0031	0.0032	0.0006
Si	0.0017	4.4794	36.1918	0.0003	-0.004	-0.0007
Si	3.8603	4.4643	36.1289	0	0.0003	-0.0012
Si	7.7204	4.4736	36.1578	0.0012	0.0016	-0.0014
Si	1.9299	7.8065	36.1698	0.0012	-0.0002	0.0008
Si	5.8009	7.8192	36.1562	0.0005	-0.0003	-0.0006
Si	9.6696	7.8079	36.1758	-0.0007	0.0021	0.0002
Si	0.0003	11.1614	36.1851	-0.0007	-0.0018	-0.0021
Si	3.8625	11.1649	36.1766	0.003	-0.0003	-0.0035
Si	7.7422	11.165	36.1697	-0.0012	-0.0005	-0.0018
Si	0.0067	0.0032	5.1408	0.0018	-0.0018	0.0029
Si	3.8724	0.0007	5.1288	0.0006	-0.0001	0.0009
Si	7.7305	0.0005	5.1283	0.0001	-0.0014	-0.0024
Si	1.9288	3.3537	5.095	0.0008	-0.0018	0.0006
Si	5.7942	3.3463	5.0978	0.0016	-0.0008	0.002
Si	9.6604	3.359	5.1353	-0.0001	-0.0016	0.0019
Si	0.004	6.7085	5.1236	-0.0017	-0.0003	-0.0005
Si	3.8688	6.6979	5.0957	-0.0002	0.0026	0.0015
Si	7.7325	6.7079	5.1633	-0.0012	0.0012	0.0041
Si	1.9412	10.0451	5.1411	-0.0006	-0.0028	0.0011
Si	5.8037	10.0471	5.1512	-0.0006	-0.0001	0.0007
Si	9.6692	10.049	5.1702	0.0008	-0.0001	0.0001
Si	0.0184	0.029	7.5141	-0.0034	0.0047	-0.0011
Si	3.8875	0.0027	7.4963	-0.0024	-0.0012	-0.0017
Si	7.729	0.0316	7.4927	0.0016	0.002	0.0004
Si	1.8865	3.3838	7.4363	-0.0001	0.0001	0.0009
Si	5.7428	3.338	7.4436	0.0011	0.0013	-0.002
Si	9.6301	3.4193	7.5048	0.0054	-0.0016	-0.0041
Si	0.0229	6.7679	7.4852	-0.0002	-0.0061	-0.0027
Si	3.8927	6.695	7.4398	0.0028	-0.0048	0.0024
Si	7.7353	6.7462	7.5553	0.0016	-0.004	-0.0014
Si	1.9857	10.0479	7.5206	-0.0012	0.0036	-0.0055
Si	5.8347	10.0629	7.5358	-0.0005	-0.0038	-0.0008
Si	9.6798	10.0769	7.5703	-0.0018	0.0005	-0.0022
Si	-0.0371	2.2927	8.2483	-0.0037	-0.0066	-0.0053
Si	3.7841	2.249	8.2217	-0.0001	-0.0022	0.004
Si	7.6807	2.2778	8.2421	-0.0068	-0.0015	-0.005
Si	1.9497	5.6129	8.2139	-0.0004	0.0017	0.0025
Si	5.7921	5.5479	8.236	0.0022	0.0049	0.0018
Si	9.7059	5.6699	8.2981	-0.0095	0.0064	0.0033
Si	0.0471	8.9824	8.3386	-0.0009	0.0006	-0.0089
Si	3.9247	8.8831	8.2947	0.0041	-0.0009	-0.0019
Si	7.7441	8.9738	8.4324	-0.0028	-0.0044	0.0016
Si	1.9691	12.2885	8.2882	0.0053	-0.003	0.0102
Si	5.8196	12.2934	8.3366	-0.0019	0.0025	-0.005
Si	9.672	12.3473	8.2921	0.0067	0.0012	0.0006
Si	-0.246	2.533	10.5772	-0.0029	0.0318	0.0066
Si	3.8204	4.5054	11.4632	-0.0056	0.0021	-0.0029
Si	7.4824	2.0713	10.5656	-0.0075	-0.0005	0.0003
Si	1.9961	5.5826	10.5633	0.0056	-0.0043	0.0075
Si	5.759	5.3639	10.5848	0.0236	0.0271	-0.0138
Si	11.6935	4.6682	11.4218	-0.022	0.0073	-0.027
Si	0.1317	8.8995	10.7138	-0.0001	0.0084	0.024
Si	1.9563	7.6963	11.4843	0.0007	-0.0063	-0.0166
Si	7.8909	11.51	11.5343	-0.0009	-0.0119	-0.0208
Si	2.2807	11.9378	10.6013	-0.029	0.0079	-0.0236
Si	5.8027	12.2	10.7235	0.0069	-0.0013	0.012
Si	7.9795	9.3104	10.8159	0.0162	0.0129	0.0002
Si	2.2778	1.3139	11.9725	-0.0021	0.0407	-0.009
Si	5.5729	1.0562	11.3203	-0.0042	-0.0001	-0.019
Si	9.5049	1.4217	11.3563	0.0065	0.0027	-0.0098
Si	-1.7616	5.83	10.6628	0.0372	0.0151	0.0027
Si	3.8229	2.3673	10.5644	0.0062	-0.0042	0.0102
Si	7.3104	4.0955	11.6507	0.0138	0.0157	0.0003
Si	3.9053	8.6361	10.6619	0.008	-0.0103	0.0091
Si	5.6399	7.9183	12.0385	0.0279	-0.014	-0.0425
Si	9.7741	7.9966	11.5546	-0.0085	-0.0044	-0.0186
Si	0.5378	10.9672	11.7337	-0.0036	-0.0201	-0.013
Si	4.0803	10.7839	11.3947	0.0073	0.0009	-0.0092
Si	9.6472	12.6501	10.6335	-0.0115	-0.0035	-0.0024
O	3.7365	4.3262	13.1035	-0.0036	-0.0019	0.0117
O	5.266	7.585	13.6032	0.0025	0.0026	0.0108
O	9.4628	1.5214	13.0216	0.0032	-0.0024	0.0127
O	9.9493	8.0389	13.2178	-0.0025	0.0003	0.0186
O	2.3551	1.4184	13.5881	-0.003	0.0048	0.0175
O	5.4837	1.4279	12.9405	0.001	0.0022	0.0055
O	1.983	7.6224	13.1342	0.0027	-0.0002	0.017
O	0.8526	11.0413	13.3685	-0.0014	0.0073	0.0126
O	3.8261	10.7259	13.0542	0.0004	0	0.0096
O	0.2513	4.6288	13.088	0.0021	-0.004	0.0262
O	7.0382	4.3313	13.2755	0.0013	0.0012	0.01
O	8.0033	11.4249	13.1938	0.0069	-0.0038	0.0217
O	6.0995	3.5411	28.2342	0.0064	-0.0022	-0.0032
O	1.8513	9.9439	28.1351	-0.0025	-0.0043	-0.0109
O	9.4395	0.6962	27.9747	0.0018	0.0049	-0.0062
O	10.9628	6.9379	28.1998	-0.0006	0.002	-0.0112
O	7.5884	6.6607	28.2008	-0.0039	-0.0052	-0.0157
O	0.2116	13.0085	27.9853	-0.0212	0.0035	-0.0216
O	9.8831	10.2614	28.2257	0.0003	-0.0005	-0.0107
O	3.5379	7.0949	28.0382	0.0007	-0.0007	-0.0192
O	5.6326	10.9728	27.5331	-0.0012	-0.0056	-0.0127
O	8.8104	3.4045	28.1483	-0.0113	-0.0029	-0.0055
O	2.0091	3.867	27.8177	0.0009	0.0026	-0.0101
O	3.1454	0.9134	27.8068	0.001	-0.0023	-0.0127
Si	7.6846	11.5941	21.0955	0.001	-0.0011	-0.0004
Si	4.6055	11.1554	14.4138	-0.0004	-0.0005	-0.0036
Si	10.0815	10.5955	26.6445	0.004	0.0061	0.0039
Si	5.0348	8.3761	15.0346	-0.0029	-0.0035	-0.0023
Si	2.7589	1.6705	15.1408	0.0016	0.002	-0.006
Si	7.4295	3.3614	27.2791	0.0016	-0.0015	0.001
Si	8.8971	8.1764	25.2057	0.0021	-0.0012	0.0009
Si	1.2492	13.0062	17.055	-0.0029	-0.0008	-0.0013
Si	8.449	7.6484	19.5363	-0.0002	-0.0023	0.0013
Si	8.8797	2.2009	20.4515	0.0022	0.0013	0.0048
Si	5.5358	0.6674	14.3691	-0.0028	-0.0009	-0.0009
Si	1.3889	9.5224	26.6265	-0.0007	0.0003	0.0094
Si	11.0192	4.2281	14.4392	0.0029	-0.0011	-0.0114
Si	7.0669	6.1895	26.7227	-0.0092	-0.004	0.0085
Si	3.807	9.0973	19.0949	-0.0014	-0.0025	0.0036
Si	6.3486	1.0044	25.4769	0.0027	0.0047	0.0021
Si	10.4244	1.2576	14.3114	-0.0004	0.0022	-0.0102
Si	11.2125	6.4774	19.3952	0.0011	-0.0028	0.0066
Si	7.9548	5.085	14.4091	-0.0008	-0.0013	-0.0018
Si	-0.0816	3.5339	20.4117	-0.0013	0.0016	0.0025
Si	3.8343	11.6069	17.2961	-0.0022	0.0007	-0.0041
Si	7.0106	1.905	18.2739	0	-0.0004	0.0042
Si	8.5925	10.9357	14.6357	-0.0046	-0.0019	-0.0118
Si	6.0543	4.3637	16.6296	-0.0032	0.0003	-0.0053
Si	8.0627	0.2004	15.9679	0.0013	-0.0005	0.0001
Si	10.5997	13.4881	26.9745	0.0041	-0.0074	-0.0018
Si	11.3886	6.6916	16.2329	-0.0013	-0.001	0.0022
Si	3.8427	9.3302	24.8183	-0.0051	-0.003	0.0004
Si	5.8024	7.0868	17.8295	0.0059	-0.0012	0.0014
Si	-0.2834	0.9341	19.4681	-0.0015	0.0017	0.0041
Si	3.9021	13.2176	21.7052	-0.0005	0.0014	0.0023
Si	1.0231	9.122	20.1429	-0.002	-0.0017	0.0023
Si	3.9553	6.6174	26.5159	0.0012	-0.0029	0.0068
Si	3.492	13.9393	26.2428	-0.0039	0.006	0.008
Si	0.8778	1.6932	25.0358	-0.0004	-0.0009	0.0049
Si	3.2755	10.1236	21.8902	-0.0018	0.0003	0.0001
Si	1.2418	1.4721	21.985	0.0013	0.0018	0.0012
Si	6.9384	14.1362	22.4858	0.0007	0.002	0.0021
Si	8.4451	8.8954	22.1222	0.0007	-0.0001	-0.0019
Si	11.5987	11.8853	14.4902	0.0057	-0.0054	-0.0042
Si	5.2993	11.6052	26.0604	0.0011	0.0022	0.0094
Si	9.9489	10.0945	20.125	0.001	0.0022	0.0018
Si	5.4564	12.9841	19.284	-0.0008	-0.0008	0.0036
Si	2.2809	7.3854	14.7118	0.0014	0.0009	-0.0056
Si	1.6837	4.4835	26.3404	0.0019	0.0001	0.0057
Si	3.5323	4.4781	14.7099	-0.0009	-0.0001	-0.0088
Si	-0.1476	6.9129	26.6428	-0.0013	-0.0015	0.0091
Si	9.0448	7.8943	14.5804	0.0063	0.0041	-0.0119
O	7.7548	1.8453	21.5884	-0.0017	-0.0018	-0.0013
O	9.5342	0.7701	15.5798	-0.004	-0.0034	0.0023
O	0.1709	5.072	19.9989	-0.001	-0.0005	-0.0024
O	2.4426	12.2386	17.8601	0.0025	-0.002	0.0007
O	5.633	5.4651	17.7611	0.003	0.0064	-0.0019
O	0.3347	5.4009	26.2997	0.0022	-0.0005	-0.0039
O	9.5797	6.4709	19.4727	-0.0009	0.0014	-0.002
O	4.0354	13.0241	20.0914	0.0013	-0.0016	-0.0018
O	2.6315	3.2811	15.3594	-0.0013	-0.006	0.0049
O	0.0712	2.5127	19.1247	-0.0002	-0.0031	-0.0029
O	7.7816	0.6932	17.4871	-0.0004	-0.0013	-0.0008
O	5.7709	7.6649	16.2941	0.0015	-0.0033	0.0089
O	2.1538	0.7554	25.3783	-0.0038	0.0037	-0.0042
O	2.9733	5.4243	25.946	0.0006	0.0009	-0.0027
O	4.1774	10.1468	17.9158	0.0004	0.0004	-0.0017
O	4.3131	1.1702	15.3237	-0.0026	-0.0014	0.0013
O	3.6627	9.2379	23.2027	-0.0001	0.0008	-0.0014
O	3.8583	12.3639	26.1187	0.0032	-0.0047	-0.0041
O	-0.0902	5.1488	15.6877	0	0.0046	0.0041
O	4.1883	9.6729	20.5909	-0.0002	-0.0011	-0.0018
O	8.9983	9.6924	25.8194	-0.003	-0.0054	-0.0043
O	6.1503	2.901	17.3269	0.0005	0.001	-0.0018
O	5.4604	6.0497	26.6499	0.0095	0.0035	-0.0016
O	7.9324	6.7246	14.2723	0.0001	-0.0062	0.0027
O	7.4862	4.7034	15.9231	-0.0028	-0.0013	0.0037
O	9.7252	0.8912	19.8912	-0.0004	0.0001	-0.0017
O	9.1004	11.4855	20.2503	-0.002	-0.0016	0.0001
O	7.6023	7.3355	25.7108	0.0009	0.0016	-0.0017
O	11.2118	2.6297	14.7273	-0.002	0.0001	0.0039
O	6.0102	1.1169	19.2914	0.0004	0.0001	-0.0022
O	4.6193	7.724	18.7597	0.0037	-0.0025	-0.0027
O	8.629	8.3162	23.6103	-0.0001	-0.0005	-0.0013
O	11.6298	6.661	17.835	-0.0001	0.0003	-0.0028
O	0.9269	7.6375	15.5599	-0.0006	-0.0023	-0.0006
O	8.3369	9.3342	14.9292	0	0.0025	0.0032
O	9.9291	9.406	21.6252	-0.0006	-0.0013	-0.0006
O	0.0004	10.2344	26.1985	0.0002	-0.0022	-0.0034
O	5.3444	0.4184	22.2157	0.001	-0.0012	-0.0013
O	2.7832	0.9378	22.1177	-0.0004	-0.0017	-0.0005
O	-0.0978	10.2352	19.6586	0.0005	-0.0009	-0.0007
O	2.5166	9.9518	25.5418	0.0057	-0.0003	-0.0054
O	6.971	0.9735	15.0402	0.0023	-0.0021	0.0017
O	5.1372	10.3224	25.0675	-0.0003	-0.0011	-0.0017
O	7.9929	11.9603	15.7863	-0.0002	0.0029	0.0016
O	0.1239	0.0368	18.1734	0.0011	-0.0009	-0.002
O	7.5807	4.683	26.3158	-0.004	0.005	-0.002
O	9.9544	7.379	15.8407	0.003	-0.0031	0.0031
O	2.1908	8.8787	19.0312	0.0017	-0.0007	-0.0015
O	10.2001	11.0963	14.6355	-0.0019	0.0003	0.0024
O	11.4518	13.4353	13.9776	-0.0042	0.0008	0.0039
O	4.9749	4.395	15.4289	0.0052	-0.0003	0.0066
O	1.1445	7.9048	26.5026	-0.0009	0.0016	-0.0033
O	0.2725	7.6718	20.3054	0.0001	0.0008	-0.0031
O	9.9799	3.3014	20.9955	0.0002	-0.0021	-0.0026
O	9.933	12.1811	26.2498	-0.0014	-0.0025	-0.0018
O	7.4294	10.1809	21.9092	0.0003	0.0005	0.0003
O	2.8049	5.881	15.0242	-0.0014	0.0015	0.0022
O	1.0639	3.0409	21.4927	0.0001	-0.0021	-0.0001
O	10.255	7.3494	25.6212	-0.0061	0.0025	-0.0055
O	7.7544	12.7403	22.2522	-0.0005	-0.0011	-0.001
O	0.531	0.5163	20.8474	-0.0005	-0.0007	-0.0022
O	5.4803	12.4677	14.0686	-0.0024	-0.0003	0.0025
O	6.4976	11.9484	20.02	-0.0011	0.0016	-0.001
O	7.2498	7.3895	18.4922	-0.0102	-0.0037	-0.0045
O	6.9808	14.6983	24.0086	-0.0011	-0.0031	0.0001
O	5.1101	12.5354	17.7483	0.001	0	-0.0017
O	8.0569	2.7944	19.1592	-0.0019	-0.0006	-0.0041
O	0.5301	1.4288	23.4631	0.0003	-0.0005	-0.0017
O	3.6477	11.5312	15.6773	0	0	0.0054
O	4.7612	1.4184	25.661	0.0051	-0.0021	-0.0036
O	7.9165	7.7268	21.0924	-0.0001	-0.0004	-0.0019
O	4.0434	7.8405	25.4419	0.0016	0.0046	-0.0039
O	9.1447	9.0803	19.1117	-0.0012	-0.0021	-0.0002
O	3.502	11.7168	22.2723	0	-0.0026	-0.0001
O	0.6485	11.9349	15.9817	0.0012	0.0019	0.0027
O	3.4154	8.4192	15.2658	0.001	-0.0027	-0.0001
O	7.2438	1.9524	26.4724	-0.0056	-0.0007	-0.0064
O	9.4552	4.5322	14.1866	0.0006	0.0007	0.0008
O	-0.4284	1.2179	25.9327	0.0053	0.0034	-0.0057
O	1.3374	3.2438	25.3263	-0.0019	-0.0035	-0.0027
O	5.5612	9.9158	14.8886	-0.0018	-0.002	0.0019
O	6.4287	12.7549	25.6899	-0.0025	-0.0006	-0.0016
O	1.8238	0.9168	16.2411	-0.0015	-0.0019	0.0027
O	1.7217	9.7298	21.5	0.0019	-0.0001	-0.0006
O	-11.6941	-24.4425	31.5839	0.0008	-0.0003	0.0214
O	10.8404	25.3133	11.4928	0.0074	0.002	0.0006
O	19.3014	-14.6079	28.5639	-0.019	-0.0098	-0.0152
O	-8.1488	26.1256	30.0985	0.0029	-0.0004	-0.009
O	23.9549	28.3632	11.489	-0.0015	-0.0345	-0.0079
O	6.445	-6.6684	11.2753	-0.0572	-0.0098	0.0176
O	18.3626	9.0981	11.9714	-0.0186	-0.0234	0.0067
O	-3.9654	14.4182	29.9859	-0.0062	0.0088	-0.0041
O	8.7286	18.2301	11.3346	-0.0283	-0.0214	0.0027
O	5.4335	0.0158	28.6783	0.0087	-0.0048	-0.0065
O	-16.4804	16.7048	30.8488	-0.0013	-0.0026	-0.0098
O	14.2461	-13.6197	11.6489	0.0319	-0.0188	0.0109

Results
free energy: -220810.638 eV
free energy less fixed offsets of O -568.88, Si -635.61 eV per atom: 1.362 eV

The program warned: the cutoff lies below the one the program advises for these potential files; the exchange-correlation potential is rough where the density is thin.
